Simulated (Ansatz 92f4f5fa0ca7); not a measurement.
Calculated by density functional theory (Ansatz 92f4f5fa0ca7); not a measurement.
Periodic cell of 223 atoms, Si131O90P2, from a study of silicon, its oxide and their interface. The atomic structure is a simulated model.
Doubt: the cutoff is far below the 930 eV that the study's wrapper takes by default for these files, so forces and energies are approximate.
This geometry differs little from another in the collection (a relaxation step or a small displacement).

Settings
functional: PBE
potential files: Ansatz PAW
basis: plane waves
wave-function cutoff: 580 eV
density cutoff ratio: 5
exchange-correlation grid ratio: 1
k mesh: 1 x 1 x 1, Gamma-centred
self-consistency stop: 5e-08 eV per atom in the density residual
occupations: fixed
spin: none
net charge: 0

Cell vectors (angstrom)
a  10.938  0  0
b  0  10.938  0
c  0  0  32.1988

Atoms: element, x, y, z (angstrom)
Si  10.7207  0.1682  24.8206
Si  5.771  10.6274  24.7364
Si  2.5713  2.8237  24.6009
Si  8.5561  2.4618  24.8841
Si  0.3064  5.0653  24.8171
Si  5.1687  5.6933  24.6937
Si  2.9766  7.9806  24.6128
Si  8.0199  8.4316  24.7312
P  1.931  0.7476  25.3309
Si  6.8929  1.2899  26.072
Si  4.0338  4.0648  26.0241
Si  9.669  4.0206  26.2468
Si  1.4295  6.7866  25.9865
Si  6.8272  6.813  26.0039
Si  4.1756  9.4661  26.0231
Si  9.5363  9.5993  26.1711
Si  2.7836  -0.0545  27.2888
Si  8.2057  0.0086  27.5514
P  0.0404  2.673  27.5244
Si  5.4817  2.7224  27.3481
Si  2.7042  5.419  27.4449
Si  8.2019  5.4636  27.3892
Si  0.0198  8.1517  27.3681
Si  5.505  8.1312  27.4483
Si  4.0756  1.3741  28.7096
Si  9.584  1.4315  28.8568
Si  1.2904  4.0854  28.8228
Si  6.8237  4.1019  28.7521
Si  4.0895  6.7974  28.8009
Si  9.5606  6.8343  28.764
Si  1.3679  9.5768  28.709
Si  6.8126  9.5534  28.8384
Si  0.0144  -0.0037  30.1364
Si  5.4366  0.0157  30.1405
Si  2.7249  2.7329  30.1304
Si  8.1778  2.7589  30.1669
Si  -0.021  5.4859  30.1638
Si  5.4707  5.4562  30.1526
Si  2.7285  8.2138  30.1276
Si  8.211  8.1983  30.1586
Si  1.3673  1.3673  31.515
Si  6.8362  1.3673  31.515
Si  4.1018  4.1018  31.515
Si  9.5708  4.1018  31.515
Si  1.3673  6.8362  31.515
Si  6.8362  6.8362  31.515
Si  4.1018  9.5708  31.515
Si  9.5708  9.5708  31.515
Si  2.7345  0  0.6835
Si  8.2035  0  0.6835
Si  0  2.7345  0.6835
Si  5.469  2.7345  0.6835
Si  2.7345  5.469  0.6835
Si  8.2035  5.469  0.6835
Si  0  8.2035  0.6835
Si  5.469  8.2035  0.6835
Si  4.1257  1.3571  2.056
Si  9.5692  1.3539  2.0531
Si  1.3718  4.1181  2.0375
Si  6.8498  4.0862  2.0581
Si  4.108  6.8262  2.0552
Si  9.5799  6.8345  2.0511
Si  1.3851  9.5467  2.0525
Si  6.8319  9.5879  2.0509
Si  -0.0002  -0.0371  3.3893
Si  5.4932  0.0092  3.4702
Si  2.7797  2.7783  3.3664
Si  8.1949  2.6958  3.4477
Si  0.0238  5.4778  3.432
Si  5.487  5.4623  3.4104
Si  2.7726  8.2049  3.4479
Si  8.2123  8.2232  3.3824
Si  1.4004  1.383  4.6326
Si  6.853  1.3439  4.9063
Si  4.1627  4.0799  4.8046
Si  9.5831  4.0792  4.7605
Si  1.4218  6.8255  4.8187
Si  6.8366  6.8802  4.7322
Si  4.144  9.5706  4.8468
Si  9.5642  9.5464  4.7911
Si  2.7548  0.1031  6.0617
Si  8.2149  -0.0661  6.2657
Si  0.0374  2.6666  6.0379
Si  5.4847  2.7198  6.2923
Si  2.823  5.4704  6.1808
Si  8.1844  5.4723  6.046
Si  0.0214  8.1806  6.1537
Si  5.5407  8.2158  6.2317
Si  3.848  1.5632  7.6038
Si  9.8494  1.136  7.4478
Si  1.6395  3.7887  7.3097
Si  6.6618  4.4074  7.4839
Si  4.4186  6.6257  7.5415
Si  9.3805  6.9395  7.4087
Si  1.1497  9.9107  7.2958
Si  7.1735  9.2203  7.6696
O  8.3264  8.0812  7.9134
O  2.7276  2.727  7.9546
O  9.744  1.4221  24.3607
O  4.0792  6.8207  24.1174
O  0.037  0.0202  7.9538
O  5.5358  5.5015  8.0329
O  6.9091  9.5419  24.1813
O  1.3315  3.8702  24.2657
O  3.8781  7.3859  8.9267
O  0.815  4.3592  8.5985
O  9.8287  6.1691  8.8061
O  2.114  9.3762  8.5098
O  7.5152  3.9182  8.8107
O  4.2851  0.911  9.0691
O  6.7529  9.5468  9.2271
O  9.2254  1.8569  8.7932
O  7.905  3.2285  23.5815
O  10.4918  5.7103  23.5062
O  5.0444  0.3616  23.4287
O  5.8564  4.9599  23.39
O  3.2859  2.4071  23.1605
O  2.3051  8.7343  23.2856
O  8.7325  7.7265  23.4194
O  -0.0052  10.1744  23.487
Si  4.5002  1.5484  22.4559
Si  3.5202  7.905  14.0312
Si  7.1514  0.9302  14.6623
Si  0.9453  9.2769  22.5236
Si  1.2076  4.2896  11.8788
Si  6.2973  8.9365  15.3171
Si  0.7079  1.3461  12.294
Si  8.6818  4.9097  20.5222
Si  0.3412  5.6987  9.3628
Si  5.139  3.0895  17.933
Si  0.919  3.7109  16.7455
Si  10.4432  2.7956  19.2295
Si  5.3011  1.1645  10.3465
Si  0.9272  0.1277  19.8644
Si  6.6706  9.4441  10.8654
Si  9.3791  9.6439  18.3277
Si  9.4184  9.2227  12.5717
Si  6.699  3.7865  22.6324
Si  2.4555  8.0574  9.3783
Si  10.6317  7.3364  17.078
Si  2.551  6.2603  16.5775
Si  10.208  4.4644  14.1893
Si  6.1787  9.1513  18.514
Si  7.9838  2.5622  9.579
Si  8.9087  2.1219  12.4479
Si  5.3813  6.2101  18.0654
Si  3.9704  0.5276  19.4658
Si  4.3037  3.8222  12.0463
Si  5.5742  6.5816  12.1339
Si  8.0536  2.4651  17.2222
Si  4.394  2.4563  14.9584
Si  1.5746  1.1834  15.2517
Si  1.5989  9.3911  12.0471
Si  8.082  6.8239  13.8646
Si  10.4169  9.8068  15.4874
Si  9.8868  6.9168  22.5883
Si  8.1582  5.4488  17.4226
O  6.0748  7.9412  11.2888
O  6.0576  9.1742  16.8966
O  7.7153  1.3342  13.1928
O  0.9229  1.722  13.8652
O  9.4754  6.2179  16.8864
O  6.794  6.1774  13.1283
O  5.1708  4.6247  18.6065
O  9.2686  2.1061  18.2754
O  2.4124  0.0546  19.1043
O  9.452  10.2032  16.7693
O  2.8154  4.4204  11.7087
O  5.1089  10.2899  19.1034
O  9.4554  3.2175  13.4912
O  0.4994  1.7186  19.9653
O  3.1881  1.3369  15.0537
O  8.2159  5.3456  19.0374
O  3.9384  6.5628  17.3822
O  4.6155  3.2579  16.3775
O  9.0933  5.6405  14.316
O  5.7214  2.582  22.1616
O  10.7105  4.1144  15.6828
O  0.3764  3.8228  18.282
O  10.4679  10.4733  19.2254
O  9.6738  9.9991  14.0312
O  11.0406  7.9495  22.0883
O  1.2297  2.1284  16.5271
O  9.7708  3.6942  20.4177
O  8.1837  3.9964  16.6964
O  -0.0134  9.0825  11.9075
O  6.6219  2.3822  18.0043
O  5.6055  10.7009  11.196
O  7.7895  9.5572  18.8436
O  10.0593  1.0042  12.0535
O  1.3354  6.9374  9.0648
O  0.6536  4.744  13.3499
O  5.7439  7.5897  18.9802
O  5.2639  5.067  11.514
O  2.7476  6.9552  15.1156
O  0.9445  2.7233  11.4652
O  0.8982  10.6545  15.5423
O  2.4314  8.5635  10.916
O  4.7196  2.4136  11.269
O  4.2819  3.49  13.6755
O  2.2344  4.6519  16.4899
O  10.7393  8.2187  15.6979
O  6.9586  10.2631  14.6672
O  2.3714  8.9286  13.428
O  8.0674  1.4912  15.9056
O  4.1605  6.9745  12.8557
O  4.2093  1.9733  18.7017
O  7.3507  4.4068  21.2938
O  8.4306  2.907  11.1047
O  1.2231  6.8382  17.3605
O  5.6878  1.5511  14.7494
O  8.1567  9.7343  11.5918
O  9.2756  6.2269  21.2579
O  8.9908  7.6901  12.8551
O  1.6827  0.0973  11.8805
O  6.6945  6.1129  17.072
O  7.425  7.7716  15.0375
O  1.2426  10.2351  21.2411
O  10.0697  8.1654  18.356
O  4.0278  0.8469  21.0706
O  0.3596  5.3132  10.9299
O  6.7171  1.5549  9.6364
O  4.8064  8.6818  14.6858

Results
free energy: -135976.126 eV
free energy less fixed offsets of O -568.88, P -755.39, Si -635.61 eV per atom: -1.236 eV

Forces (eV/angstrom), in the order of the atoms: element, x, y, z
Si  -0.0262  0.0023  0.0183
Si  -0.0005  -0.0002  0.0037
Si  0.0027  0.0231  0.0225
Si  -0.0027  -0.0043  0.0111
Si  0.0035  0.0018  0.0089
Si  -0.0014  -0.0039  -0.0007
Si  -0.0004  0.0022  0.0009
Si  0.0016  -0.0012  0.0017
P  0.0444  -0.0412  0.0135
Si  -0.0001  0.0007  0.0004
Si  -0.0085  -0.0017  -0.0032
Si  0.0044  -0.0046  0.0037
Si  -0.0019  0.0009  0.0011
Si  0.0001  0.0001  -0.0015
Si  -0.0019  0.0019  -0.0015
Si  -0.0004  0.0058  0.0001
Si  -0.0217  0.021  -0.0269
Si  0.0035  0.0015  -0.0028
P  0.0024  -0.0028  -0.0207
Si  0.0033  0.0001  -0.0043
Si  -0.0004  -0.0046  -0.0031
Si  0.0023  -0.0029  -0.0028
Si  -0.0003  -0.0039  -0.0043
Si  -0.0029  0.0029  0
Si  -0.0034  -0.0031  0.0019
Si  -0.0043  -0.0033  0.0019
Si  0.0026  0.0054  0.0014
Si  -0.0009  -0.0005  0.0031
Si  0.0009  0.0014  0.003
Si  0.001  0.002  0.0029
Si  0.004  0.0035  0.0023
Si  0.0011  -0.0011  0.0015
Si  0.0004  0.0008  -0.0024
Si  -0.0011  0  -0.0034
Si  -0.0006  -0.0008  -0.0016
Si  0.0018  0.0031  -0.0045
Si  -0.0039  -0.0011  -0.0028
Si  -0.0013  0.0016  -0.0026
Si  0.0005  0.0004  -0.0039
Si  -0.0011  0.0006  -0.0028
Si  0.1229  -0.0924  -0.0322
Si  -0.1607  0.0324  -0.0458
Si  -0.0411  -0.1033  -0.0419
Si  -0.1249  0.1234  0.1207
Si  -0.0022  0.1744  -0.0902
Si  0.0555  -0.0866  0.0244
Si  -0.1452  0.0201  -0.0711
Si  0.0837  0.0352  -0.0288
Si  0.0511  -0.0429  0.1372
Si  -0.0388  0.0367  -0.0981
Si  -0.0477  -0.0181  0.0603
Si  0.066  -0.1021  0.0435
Si  -0.0041  0.1434  -0.134
Si  0.0837  -0.0979  0.1247
Si  0.1428  -0.0763  0.0047
Si  0.0011  0.0248  0.0594
Si  0.0008  -0.0008  -0.0007
Si  0.0002  0.0002  0
Si  -0.0011  0.0004  -0.0009
Si  0.0005  -0.0002  -0.0003
Si  0.0001  0.0011  0
Si  -0.0001  -0.0007  -0.0009
Si  0.0015  -0.0008  -0.0006
Si  -0.0018  0.0006  -0.0005
Si  0  0.0015  0.0017
Si  -0.0007  0.0003  -0.0016
Si  -0.0008  -0.0017  0.0029
Si  0.0005  0.002  -0.0012
Si  -0.0011  0  -0.0006
Si  -0.0002  0.0003  0.0005
Si  -0.0018  -0.0006  -0.0015
Si  0.0005  -0.0004  0.0015
Si  0.0003  -0.0002  -0.0027
Si  -0.0005  -0.0005  0.0014
Si  -0.0002  0.0004  -0.0008
Si  -0.0005  -0.0001  -0.0006
Si  0.0005  0.0011  0.0003
Si  -0.0005  -0.0002  -0.0022
Si  0.0002  0.001  0.0009
Si  -0.0008  -0.0002  -0.0014
Si  -0.0003  0.0008  -0.0002
Si  -0.0006  0.0003  -0.0007
Si  -0.0003  0  0
Si  -0.0005  0  -0.0006
Si  -0.0005  0.0004  -0.0004
Si  0.0002  -0.0001  0.0002
Si  0  -0.0003  -0.0005
Si  0  0.0004  0
Si  -0.0004  0.0002  -0.0012
Si  0.0004  -0.0002  -0.0002
Si  0.0005  -0.0002  -0.0009
Si  -0.0003  0.0007  0.0001
Si  -0.0004  -0.0002  0.0004
Si  0.0001  0.0006  0.0003
Si  -0.0006  0.0004  -0.0005
Si  -0.0002  0.0004  -0.0002
O  -0.0013  -0.0008  -0.0008
O  -0.0002  -0.0008  0.0003
O  -0.0005  0.0043  -0.007
O  0.0021  0.0009  0.0021
O  0.0004  0.0004  -0.0001
O  0.0008  0.0004  -0.0007
O  -0.0019  -0.0006  0.0004
O  -0.0034  -0.0033  -0.0065
O  -0.0007  0.0003  -0.0004
O  -0.0006  0.0005  -0.0002
O  0.0003  -0.0001  -0.0001
O  0.0002  -0.0007  0.0001
O  0  -0.0003  -0.0005
O  0.0002  0.0003  0.0007
O  -0.0002  0.0001  0.0007
O  -0.0006  0.0004  -0.0001
O  -0.0013  0.0019  -0.0028
O  -0.0015  0.0005  -0.0023
O  0.0012  -0.0023  0
O  -0.0005  0  -0.0017
O  -0.0074  -0.0021  0.0015
O  0.0057  -0.0025  0.0015
O  -0.0026  0.0018  -0.0005
O  -0.0003  0.0082  0.0066
Si  0.0029  -0.0023  -0.0041
Si  -0.0004  0.0003  0.0004
Si  -0.0003  0.0003  0.0004
Si  0.0032  -0.0027  -0.0048
Si  -0.0004  0.0005  0.0008
Si  -0.0004  0.0001  0.0005
Si  -0.0003  -0.0002  0.001
Si  -0.0014  0.0015  0.0007
Si  -0.0007  0.0005  0.0008
Si  -0.0006  0  0.0002
Si  -0.0005  0.0003  0.0001
Si  -0.0008  0.0009  -0.0008
Si  -0.0005  -0.0003  0.0005
Si  0.0005  -0.0008  -0.0002
Si  -0.0003  0.0006  0.0003
Si  -0.0006  -0.0001  -0.0007
Si  -0.0006  0.0001  0.0007
Si  -0.0003  0.0019  0.0008
Si  -0.0004  0.0004  0.0007
Si  -0.0003  0  -0.0002
Si  -0.0003  0.0001  0
Si  -0.0005  0.0001  0.0005
Si  -0.0007  0.0002  -0.0005
Si  0  0.0003  0.0006
Si  -0.0005  0.0003  0.0004
Si  -0.0003  0.0002  -0.0001
Si  0  0.0003  -0.0002
Si  -0.0001  0  0.0008
Si  -0.0001  0.0003  0.001
Si  -0.0005  0.0002  0
Si  -0.0003  0.0003  0.0003
Si  -0.0003  0.0002  0.0001
Si  0  0.0001  0.0007
Si  -0.0004  0.0001  0.0006
Si  -0.0003  0.0002  -0.0001
Si  -0.0021  0  -0.0006
Si  -0.0004  0.0002  0.0004
O  -0.0006  -0.0003  -0.0007
O  -0.0005  0.0002  -0.0002
O  -0.0007  -0.0001  -0.0003
O  -0.0001  0.0001  -0.0003
O  -0.0004  0.0001  -0.0003
O  -0.0002  0.0002  -0.0008
O  -0.0004  0.0003  -0.0003
O  -0.0002  -0.0001  0
O  -0.0006  0.0002  -0.0004
O  -0.0006  0.0004  0.0001
O  -0.0004  0.0001  -0.001
O  -0.0002  -0.0001  -0.0001
O  -0.0002  0.0003  -0.0006
O  -0.0004  0.0007  0.0005
O  -0.0004  0.0001  -0.0007
O  -0.0003  0.0001  -0.0005
O  -0.0003  0.0002  -0.0003
O  -0.0003  0.0004  -0.0001
O  -0.0004  0.0003  -0.0007
O  -0.0006  0.0005  -0.0008
O  -0.0001  0.0002  -0.0003
O  -0.0004  0  0
O  -0.0005  0.0004  0
O  -0.0002  0.0003  -0.0003
O  0.0006  0.0008  -0.0037
O  -0.0004  0.0002  -0.0006
O  0.0004  -0.0007  -0.0002
O  -0.0003  0.0002  -0.0005
O  -0.0003  0.0002  -0.001
O  -0.0003  0.0001  -0.0002
O  -0.0004  0  -0.0007
O  0  0.0003  -0.0001
O  -0.0001  0.0001  -0.0009
O  -0.0001  -0.0002  -0.0009
O  -0.0005  0.0001  -0.0007
O  -0.0004  0.0001  -0.0001
O  -0.0003  0.0003  -0.0009
O  -0.0004  0.0001  -0.0004
O  -0.0005  0.0001  -0.001
O  -0.0003  0.0003  -0.0006
O  -0.0006  0.0001  -0.0002
O  -0.0005  0.0007  -0.0005
O  -0.0003  0  -0.0003
O  -0.0003  0.0002  -0.0006
O  -0.0004  0  -0.0005
O  -0.0004  0  -0.0007
O  -0.0003  0.0001  -0.0006
O  -0.0003  0.0003  -0.0002
O  -0.0005  0.0003  -0.0007
O  -0.0004  0.0004  -0.0003
O  0.0006  0.0009  -0.0019
O  0  0.0001  -0.0002
O  -0.0005  0.0003  -0.0002
O  -0.0002  0.0002  -0.0007
O  0.0002  0  -0.0006
O  -0.0012  -0.0013  -0.0023
O  -0.0003  0.0001  -0.0007
O  -0.0005  0.0002  -0.0011
O  -0.0003  0.0001  -0.0004
O  -0.0005  0.0002  -0.0006
O  -0.0001  0.0009  -0.0016
O  -0.0004  0.0003  -0.0002
O  -0.0008  0.0002  -0.0014
O  0  -0.0001  -0.0003
O  -0.0003  0.0001  -0.0009
O  -0.0002  0.0002  -0.0007

The program warned: the cutoff lies below the one the program advises for these potential files; the forces do not sum to zero within the program's tolerance; the exchange-correlation potential is rough where the density is thin.
